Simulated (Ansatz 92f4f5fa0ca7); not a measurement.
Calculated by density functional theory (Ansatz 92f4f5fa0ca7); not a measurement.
Periodic cell of 241 atoms, Si128O81H32, with a vacuum gap, from a study of silicon, its oxide and their interface. The atomic structure is a simulated model.

Settings
functional: r2SCAN
potential files: Ansatz PAW
basis: plane waves
wave-function cutoff: 800 eV
density cutoff ratio: 5
exchange-correlation grid ratio: 1
k mesh: 1 x 1 x 1, shifted by 0.5 0.5 0 of a step
self-consistency stop: 1e-11 eV per atom in the density residual
occupations: fixed
spin: none
net charge: 0
applied field: sawtooth along c, amplitude -0.015 V/angstrom in the program's sign convention, ramp centred at 0.9883 of c and 0.0233 of c wide, no dipole correction

Cell vectors (angstrom)
a	10.88	0	0
b	0	10.88	0
c	0	0	42.9074

Atoms and the computed forces on them: element, x, y, z (angstrom), force x, y, z (eV/angstrom)
Si	5.5185	3.2385	14.358	0.0122	-0.0073	-0.0629
Si	5.7192	4.6396	18.8606	0.0051	-0.0015	-0.0613
Si	3.6367	5.4486	22.2905	0.0116	0.0062	-0.0855
Si	-4.2981	6.0358	21.5612	-0.0056	0.0121	-0.0834
Si	1.2009	6.8903	23.2287	0.0086	-0.0001	-0.0647
Si	4.0635	-1.3097	26.3133	-0.0085	0.0092	-0.0718
Si	2.9485	5.0587	14.3856	-0.0066	-0.0049	-0.0637
Si	2.0071	7.114	26.1202	-0.0031	0.0183	-0.0796
Si	-2.9995	4.2668	23.5133	0.0114	0.002	-0.0745
Si	0.6483	6.829	28.9556	0.0124	0.0161	-0.0396
Si	-1.1637	2.2835	20.9277	-0.0065	0.0058	-0.0814
Si	4.2934	-0.114	29.1766	-0.0066	-0.0116	-0.0383
Si	-2.0622	-0.5546	29.5689	0.0173	0.0304	-0.0129
Si	-1.1826	5.2108	29.3313	-0.0039	-0.011	-0.0042
Si	7.3493	8.3899	29.3433	-0.0111	-0.026	-0.0429
Si	-4.5164	2.156	29.4797	0.0117	-0.0002	-0.0185
Si	-0.1521	3.5629	30.6197	-0.0006	0.0291	-0.0113
Si	2.4244	6.0706	30.3177	-0.0307	-0.0003	-0.0096
Si	-0.407	-1.6906	30.7068	0.0003	-0.0202	-0.011
Si	2.5735	0.8831	30.5009	0.0225	-0.0084	-0.0157
Si	4.9799	3.641	30.532	0.0068	-0.0222	-0.0021
Si	8.0631	6.4517	30.5365	0.028	-0.0021	-0.0052
Si	5.3487	9.0827	30.4526	-0.0009	0.0241	-0.0011
Si	-3.1078	0.9695	30.884	-0.0304	-0.0051	-0.0255
Si	-1.5683	2.2856	31.9874	0.0165	-0.0195	0.017
Si	1.179	4.9195	31.9716	0.0056	-0.0221	0.0039
Si	-1.5947	-3.1622	32.087	-0.0153	0.0184	0.0009
Si	1.1681	-0.4375	31.8719	-0.0276	0.031	0.0178
Si	3.8027	2.2417	31.9908	-0.0249	0.0106	0.001
Si	6.5081	5.0571	31.743	-0.0055	0.0079	0.0107
Si	3.8389	7.6194	31.6312	0.0252	-0.009	0.0071
Si	6.4821	-0.5152	32.0993	0.0237	-0.0093	-0.0027
Si	-0.2024	0.893	33.2967	-0.0018	-0.0015	0.0231
Si	2.4858	3.5914	33.3714	0.0027	-0.0074	0.0119
Si	-0.1942	-4.5688	33.2974	-0.0161	-0.0037	0.0138
Si	2.5162	-1.8963	33.1138	-0.0122	0.0143	0.043
Si	5.1441	0.8942	33.3519	0.0106	-0.01	0.0076
Si	-3.0136	3.6877	33.182	0.0027	-0.0192	0.0279
Si	5.1734	6.3644	33.1705	0.0005	-0.0003	0.0377
Si	7.9005	9.0522	33.4155	0.0038	-0.0002	0.0026
Si	1.1036	2.2447	34.7019	0.0204	0.0031	0.1405
Si	3.8788	4.995	34.6293	-0.0218	-0.0169	0.1509
Si	1.1719	-3.1807	34.5761	-0.0277	-0.0226	0.2149
Si	3.7851	-0.5279	34.5815	0.0143	0.0236	0.2155
Si	-4.3127	2.2909	34.5859	-0.0152	-0.0079	0.204
Si	-1.6362	4.9847	34.5821	0.0203	0.0263	0.2066
Si	6.5009	7.6666	34.6588	0.0272	0.0186	0.1454
Si	-1.5719	-0.4466	34.6872	-0.0259	-0.0211	0.1306
Si	-0.3056	3.6365	35.9723	0.1363	-0.1846	0.3795
Si	2.4901	6.3614	35.97	0.1538	-0.0942	0.2752
Si	-0.1862	-1.8517	35.9788	-0.1315	0.1557	0.2368
Si	2.4756	0.8247	35.9809	-0.2346	0.1319	0.389
Si	5.2367	3.6147	35.9852	-0.077	0.1609	0.2635
Si	-2.9642	6.3109	35.9776	-0.1697	0.1239	0.3159
Si	5.1499	-1.8148	35.9774	0.0708	-0.2052	0.386
Si	-2.9742	0.9492	35.9769	0.2333	-0.1203	0.3069
Si	2.6791	0.0416	6.9581	0.1225	-0.1068	-0.3687
Si	5.3978	2.7509	6.8891	0.0902	-0.1583	-0.3446
Si	2.7448	-5.4729	6.9107	-0.0822	0.064	-0.2905
Si	5.4639	-2.7615	6.9734	-0.03	0.1299	-0.3266
Si	8.1907	-0.0649	6.8921	-0.1851	0.083	-0.3218
Si	10.921	2.6889	6.9632	-0.1181	0.1541	-0.3139
Si	8.1262	5.4748	6.9552	0.1369	-0.0388	-0.3689
Si	10.8445	-2.6947	6.8981	0.0814	-0.1316	-0.3104
Si	4.0611	-1.3615	8.2067	0.0102	0.0113	-0.1324
Si	6.7681	1.3184	8.1237	0.0159	0.0265	-0.1592
Si	4.0775	4.0749	8.3499	-0.0103	0.0136	-0.2167
Si	6.8018	-4.0843	8.4099	-0.0017	0.0144	-0.1749
Si	9.5186	-1.3842	8.3534	-0.0167	-0.0221	-0.2177
Si	1.3653	1.3631	8.4119	0.0037	-0.0013	-0.1832
Si	9.5311	4.0999	8.2016	0.0039	-0.0069	-0.1279
Si	1.3608	-4.0705	8.1709	-0.0228	-0.0213	-0.1713
Si	5.4112	0.0119	9.5123	0.0109	-0.0005	-0.0024
Si	8.1314	2.6882	9.4037	-0.0223	0.0001	0.0083
Si	5.4121	5.4347	9.7582	0.0092	-0.0115	-0.0326
Si	8.1646	-2.7115	9.7954	0.0054	-0.0016	-0.0405
Si	0.002	-0.0454	9.7454	-0.0122	0.0054	-0.0367
Si	2.7377	2.7416	9.7851	0.0033	0.0038	-0.0484
Si	10.8897	5.4768	9.5278	0.0026	0.0057	0.0044
Si	2.7006	-2.7171	9.5136	0.0067	-0.0112	-0.0086
Si	4.1484	1.2905	11.0413	0.0307	-0.0276	-0.0174
Si	6.8486	3.9377	10.8979	0.0402	-0.0322	-0.0034
Si	3.9873	-3.9899	11.0013	-0.0365	0.0327	-0.0052
Si	6.7127	-1.2489	10.9958	-0.0308	0.0337	-0.0075
Si	-1.4535	1.4202	10.8721	-0.0402	0.0414	-0.0052
Si	1.3289	4.2127	11.0059	-0.0414	0.0249	-0.0113
Si	8.6684	4.833	12.0582	-0.0062	0.0007	0.0159
Si	1.4327	-1.4541	11.0254	0.0219	-0.0291	-0.0113
Si	3.1717	-0.4562	12.2918	-0.0109	0.005	0.0017
Si	5.9352	2.2264	12.2627	-0.002	0.0098	0.0116
Si	2.2547	-4.9097	12.318	0.0074	-0.0066	0.008
Si	4.9087	-2.1926	12.2197	0.0033	-0.0033	-0.0164
Si	7.6906	0.5386	12.1821	0.0094	-0.0085	0.0075
Si	-0.4808	3.1652	12.0818	-0.0091	0.0079	-0.0209
Si	9.6121	-4.1382	11.0575	0.0256	-0.0324	-0.0098
Si	-4.0597	-2.232	20.141	0.0173	0.0027	-0.0758
Si	-3.847	-2.4409	26.2159	0.0058	0.0133	-0.0712
Si	6.5963	-2.9466	14.6751	0.003	-0.0029	-0.0688
Si	0.5235	-3.2141	12.3362	-0.0149	0.0029	0.0058
Si	0.1914	-2.1122	14.3962	0.0163	0.003	-0.0585
Si	2.7589	-4.3313	17.2146	-0.0079	0.016	-0.0829
Si	5.6177	-3.6244	17.5447	-0.0245	0.0067	-0.0814
Si	7.97	5.0643	14.2294	-0.0035	-0.0093	-0.0611
Si	0.5764	0.1739	19.9049	0.0049	-0.0072	-0.0803
Si	8.4907	-0.3979	14.1572	-0.0016	0.0042	-0.0639
Si	-4.2338	5.457	25.9103	0.0088	-0.0082	-0.0753
Si	4.7476	0.8899	16.3952	0.0006	-0.0034	-0.0889
Si	9.9581	4.3245	16.48	0.0087	-0.0032	-0.0789
Si	-0.0888	4.0904	23.3146	-0.0085	-0.0038	-0.0615
Si	7.7516	0.306	16.8873	0.0292	0.005	-0.0765
Si	3.7057	4.5627	26.7074	0.0128	0.0062	-0.0759
Si	3.0966	0.0752	23.7298	0.0034	-0.0042	-0.0796
Si	-0.7598	1.2955	27.2576	-0.0161	-0.0034	-0.0774
Si	2.6791	3.1484	24.2482	-0.0071	-0.0006	-0.0809
Si	3.3262	1.3851	19.2163	0.0057	0.0038	-0.0845
Si	5.0957	0.0632	21.3915	0.0121	-0.0018	-0.0799
Si	3.1859	4.1878	29.0213	0.0149	0.0136	0.0236
Si	-3.1934	1.2977	22.7507	-0.0086	0.0049	-0.0714
Si	10.836	-3.6953	17.0591	-0.001	0.0094	-0.0774
Si	2.5039	-0.1104	14.5551	-0.0141	-0.0059	-0.0549
Si	8.0645	2.9138	18.5148	0.0038	0.0023	-0.0892
Si	9.299	-1.6467	18.602	-0.0035	-0.0194	-0.0754
Si	1.3998	2.4411	29.2089	-0.0207	-0.0191	-0.0078
Si	0.449	-1.1933	22.7951	0.0076	0.0079	-0.078
Si	3.4392	4.4197	19.3274	-0.011	-0.0004	-0.0713
Si	-2.3837	3.8758	27.8085	-0.0141	0.0054	-0.0453
Si	0.8834	2.6368	14.8432	-0.0054	-0.0001	-0.064
Si	-1.776	-0.3675	24.8627	-0.0045	0.0032	-0.0849
O	1.035	7.0985	27.4	-0.0148	-0.0093	0.0538
O	5.1894	5.8622	22.3581	-0.0096	0.0016	0.0279
O	5.0432	2.2489	15.556	-0.0052	-0.0245	0.0523
O	5.4133	1.0241	28.7426	-0.005	-0.0049	0.0185
O	8.314	0.6439	15.4036	-0.0094	0.0093	0.0648
O	0.2378	-2.567	29.4704	0.0002	0.0023	0.004
O	10.754	2.5968	13.5858	0.0241	-0.0083	0.0517
O	0.582	-2.7554	22.4119	-0.0008	-0.0088	0.0296
O	7.6219	-1.7369	14.4405	-0.0094	-0.014	0.0295
O	6.34	-2.9212	18.7799	0.0169	0.0204	0.0543
O	10.5058	-3.0424	15.6059	-0.0028	-0.0206	0.0598
O	6.3111	0.703	22.2109	0.0164	0.0112	0.033
O	4.0224	-3.4276	17.6462	-0.0014	0.0042	0.0272
O	10.7889	-5.3071	17.0606	0.0043	0.0125	0.021
O	2.759	6.6898	22.8373	-0.012	0.0041	0.0253
O	6.4842	3.2571	18.5097	-0.0089	0.0031	0.0264
O	5.2322	5.124	26.6188	-0.0195	-0.0072	0.0347
O	2.8987	1.67	23.6563	-0.0009	0.0146	0.029
O	3.1873	5.1193	20.7734	-0.0075	0.0164	0.0698
O	-1.9619	1.1001	21.7129	-0.0112	-0.0059	0.0369
O	1.9985	3.7774	14.6477	-0.0012	-0.0061	0.0282
O	-3.5465	-2.8396	27.7456	0.0113	0.0067	0.0696
O	5.7106	-1.1359	20.5176	-0.0108	0.0146	0.0313
O	-0.7823	0.4801	25.8452	0.0065	0.0168	0.0514
O	9.799	-3.1229	18.1587	-0.0172	0.0187	0.039
O	-3.6405	3.0361	28.4228	-0.0052	-0.0056	0.0195
O	-0.0875	1.6423	19.922	-0.0023	0.0073	0.0315
O	6.1414	0.1729	16.7976	0.0279	-0.0012	0.0267
O	7.3137	-4.3478	14.3638	-0.0058	0.018	0.0262
O	-3.0655	5.4271	22.3979	0.0124	-0.0106	0.0415
O	2.0986	0.3463	19.3981	-0.0122	-0.0042	0.0276
O	3.7176	-0.6829	27.7624	0.0001	0.0113	0.0456
O	-4.1366	4.5356	24.6063	-0.01	0.0072	0.0534
O	-0.3808	3.2233	21.9801	0.0133	0.0218	0.0459
O	3.1224	-2.6087	26.1586	0.0049	-0.0045	0.0209
O	-0.8918	-1.0014	23.6716	-0.0205	0.0045	0.0379
O	1.6255	1.2077	14.9637	0.0006	0.003	0.0229
O	5.9235	-5.2205	17.5943	-0.0098	-0.0227	0.0394
O	-1.5192	2.72	27.0474	-0.0052	0.0049	0.0303
O	-4.0403	7.0086	25.4687	-0.0011	0.0059	0.0293
O	1.0691	3.4417	24.2527	0.0164	-0.0028	0.0311
O	4.4577	4.4696	14.2139	-0.0018	-0.0003	0.0119
O	6.9376	3.9194	14.7626	-0.0022	0.0009	0.0345
O	-1.5152	0.2617	28.2469	-0.0149	-0.0209	0.0351
O	3.8476	-0.1054	15.4808	0.0157	0.0089	0.04
O	2.8328	2.9161	19.3754	-0.0047	0.0019	0.023
O	1.6003	-1.432	14.8811	-0.0005	-0.0033	0.0257
O	1.4893	-3.3615	17.4335	0.0025	0.0042	0.0192
O	3.9442	1.2261	17.7414	-0.0176	0.0033	0.0683
O	5.3054	-2.7351	13.7271	0.0214	-0.0084	0.044
O	9.2944	4.9064	15.1348	0.0179	-0.0086	0.0533
O	0.0232	3.0421	16.1603	-0.0201	0.0139	0.0371
O	1.083	7.2387	24.8066	0.0112	0.0083	0.0604
O	3.3658	3.2833	25.7285	0.0119	0.0197	0.0698
O	2.6538	5.2453	18.1725	0.0088	-0.0261	0.048
O	0.7108	1.7009	27.8662	0.0254	0.0147	0.038
O	10.6236	-0.7762	18.9047	0.0133	0.0125	0.0378
O	0.3846	5.5573	22.8511	0.0001	-0.0008	0.0221
O	-3.4185	2.8792	22.8446	0.0046	0.01	0.0281
O	-3.0016	5.0175	26.8482	0.0161	-0.012	0.0326
O	3.985	-0.4202	22.4652	-0.0181	0.0033	0.0474
O	-2.5588	-1.6619	19.897	-0.0174	0.0024	0.034
O	8.4437	-1.0696	17.3574	0.0106	-0.0157	0.042
O	6.4702	5.2936	20.1398	0.011	0.0112	0.056
O	1.6886	-0.7004	23.701	0.0085	-0.0027	0.0238
O	2.7588	5.6997	26.058	0.006	-0.0125	0.0327
O	8.2044	1.4057	17.973	-0.0001	0.018	0.0377
O	6.1405	-2.9501	16.203	-0.0066	-0.0136	0.0586
O	4.439	1.1149	20.3593	0.0151	-0.0143	0.047
O	-2.641	-1.5357	25.6082	-0.0158	-0.0206	0.0314
O	3.7791	-0.2492	25.1451	0.0162	-0.0233	0.0556
O	0.5016	-0.3897	21.4088	0.0033	-0.0177	0.0603
O	3.4043	4.167	23.2333	-0.012	-0.0244	0.0467
O	2.8812	-4.8142	15.6625	0.0031	0.0195	0.0714
O	-3.9854	7.5955	21.3512	-0.0019	-0.0099	0.0324
O	8.8336	3.9232	17.5401	-0.0203	-0.0212	0.047
O	-2.8362	0.6548	24.185	0.0136	-0.0165	0.0407
O	10.0447	-0.8792	14.0797	0.0021	-0.0046	0.019
O	5.632	-1.6529	26.1827	0.0038	0.0018	0.0233
O	-2.2208	3.0865	20.0067	0.018	-0.0028	0.0549
O	-1.4949	4.1977	24.1237	-0.0019	0.001	0.0296
H	-1.1269	2.8143	36.9047	0.3533	0.4127	-0.2222
H	0.5194	4.4551	36.9047	-0.2959	-0.1605	-0.2812
H	1.6506	5.5576	36.9024	0.2421	0.2041	-0.3007
H	3.2947	7.2	36.9024	-0.3417	-0.3959	-0.2319
H	-1.0157	-2.6657	36.9112	0.3107	0.1556	-0.2998
H	0.63	-1.0243	36.9112	-0.3431	-0.4346	-0.2346
H	3.3052	1.6386	36.9134	-0.0954	-0.3035	-0.2971
H	1.6527	0.0041	36.9134	0.3846	0.4276	-0.1965
H	6.0681	4.4267	36.9177	-0.3505	-0.3764	-0.2268
H	4.4313	2.7767	36.9177	0.1585	0.2455	-0.3046
H	-2.1321	7.1223	36.91	-0.3041	-0.1809	-0.284
H	-3.7708	5.4743	36.91	0.4096	0.3066	-0.2351
H	4.3246	-2.633	36.9099	0.349	0.4073	-0.1971
H	5.9706	-0.9918	36.9099	-0.2402	-0.2083	-0.3018
H	-3.7948	0.1261	36.9093	0.1831	0.2621	-0.3039
H	-2.1577	1.7763	36.9093	-0.4139	-0.3498	-0.2256
H	1.8626	-0.7855	6.0257	0.1671	0.4098	0.2876
H	3.5005	0.8638	6.0257	-0.3829	-0.2348	0.2879
H	4.5728	1.9323	5.9567	0.1869	0.4467	0.2187
H	6.2372	3.5546	5.9567	-0.3862	-0.1934	0.2551
H	3.5743	-4.6589	5.9782	-0.2219	-0.3851	0.2457
H	1.9127	-6.2843	5.9782	0.3865	0.2365	0.2478
H	4.6477	-3.5889	6.0409	0.3902	0.2077	0.2924
H	6.2868	-1.9409	6.0409	-0.2321	-0.3835	0.2792
H	8.996	0.7731	5.9597	-0.1594	-0.3544	0.2664
H	7.3611	-0.8788	5.9597	0.4682	0.1666	0.2113
H	11.7276	3.5256	6.0307	-0.18	-0.4544	0.2664
H	10.0895	1.8769	6.0307	0.3466	0.1715	0.3041
H	8.9516	6.293	6.0228	-0.4442	-0.1818	0.2703
H	7.3216	4.6362	6.0228	0.1839	0.386	0.3044
H	10.0238	-3.5176	5.9657	0.2521	0.3751	0.2406
H	11.665	-1.8716	5.9657	-0.3859	-0.192	0.2547

Results
free energy: -128578.125 eV
free energy less fixed offsets of H -15.71, O -570.45, Si -639.56 eV per atom: -5.275 eV

The program warned: the cutoff lies below the one the program advises for these potential files; the forces do not sum to zero within the program's tolerance; empty levels may hold ghost states of the PAW files; the exchange-correlation potential is rough where the density is thin.
